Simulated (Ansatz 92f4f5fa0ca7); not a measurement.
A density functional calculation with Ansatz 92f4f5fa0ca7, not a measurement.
Periodic cell of 258 atoms, Si166O92, from a study of silicon, its oxide and their interface. The atomic structure is a simulated model.
This geometry differs little from another in the collection (a relaxation step or a small displacement).

Settings: functional PBE; potential files Ansatz PAW; basis plane waves; wave-function cutoff 700 eV; density cutoff ratio 5; exchange-correlation grid ratio 1; k mesh 2 x 2 x 1, shifted by 0.5 0.5 0.5 of a step; self-consistency stop 5e-08 eV per atom in the density residual; occupations fixed; spin none; net charge 0.

Cell vectors (angstrom)
a  10.938  0  0
b  0  10.938  0
c  0  0  38.2095

Atoms and the computed forces on them: element, x, y, z (angstrom), force x, y, z (eV/angstrom)
Si  0  0  0.683  -0.0072  -0.0122  -0.0072
Si  5.469  0  0.683  -0.0316  -0.0238  0.0114
Si  2.7345  2.7345  0.683  -0.0306  -0.0496  0.0022
Si  8.2035  2.7345  0.683  -0.0157  -0.0169  -0.003
Si  0  5.469  0.683  -0.0282  -0.0242  0.0105
Si  5.469  5.469  0.683  -0.0046  -0.0152  -0.013
Si  2.7345  8.2035  0.683  0.0076  -0.032  -0.0001
Si  8.2035  8.2035  0.683  -0.0161  -0.0379  0.0013
Si  1.3673  1.3673  2.0503  0.1248  -0.0009  -0.1359
Si  6.8362  1.3673  2.0503  0.0736  0.0881  0.1092
Si  4.1018  4.1018  2.0503  0.0812  0.061  0.0377
Si  9.5708  4.1018  2.0503  0.0096  0.0324  0.0164
Si  1.3673  6.8362  2.0503  0.034  0.066  0.1141
Si  6.8362  6.8362  2.0503  -0.0289  0.014  -0.1611
Si  4.1018  9.5708  2.0503  0.0359  0.0362  0.0103
Si  9.5708  9.5708  2.0503  0.1251  -0.0192  -0.0302
Si  2.7345  0  36.158  -0.0203  -0.0757  -0.0884
Si  8.2035  0  36.158  -0.0424  -0.0226  0.0608
Si  0  2.7345  36.158  -0.0801  0.0266  -0.0167
Si  5.469  2.7345  36.158  -0.0256  -0.0461  -0.0338
Si  2.7345  5.469  36.158  -0.1205  -0.0341  0.11
Si  8.2035  5.469  36.158  -0.0476  -0.0519  -0.0959
Si  0  8.2035  36.158  -0.0326  -0.0412  -0.0479
Si  5.469  8.2035  36.158  -0.079  0.008  0.0136
Si  4.1018  1.3673  37.5253  0.0377  0.0508  -0.0094
Si  9.5708  1.3673  37.5253  -0.0001  0.0139  -0.0035
Si  1.3673  4.1018  37.5253  0.027  0.0328  0.0102
Si  6.8362  4.1018  37.5253  0.011  0.0216  -0.0077
Si  4.1018  6.8362  37.5253  0.0024  0.006  -0.0062
Si  9.5708  6.8362  37.5253  0.0112  0.0291  -0.0081
Si  1.3673  9.5708  37.5253  0.0219  0.0189  -0.0024
Si  6.8362  9.5708  37.5253  0.0107  0.0407  0.0034
Si  0.3087  -0.2691  27.9022  -0.0274  0.0001  0.0049
Si  5.1927  0.2663  28.0512  0.0079  -0.0033  0.015
Si  2.8602  2.3443  28.0544  0.0063  0.0035  -0.0018
Si  7.947  2.9111  27.9913  0.0074  -0.0169  0.0118
Si  -0.4459  5.7249  28.106  0.0067  -0.0082  0.01
Si  5.6749  5.1282  28.0177  -0.0124  0.0075  -0.0017
Si  2.5024  8.3747  28.062  0.0067  -0.0054  0.0115
Si  8.27  7.9416  27.8698  0.0047  0.0044  0.003
Si  1.3294  1.2461  29.4076  -0.0031  -0.0045  0.0062
Si  6.7731  1.39  29.3617  0.0001  -0.0024  -0.0028
Si  4.022  4.0224  29.2827  -0.0017  0.0108  0.0017
Si  9.4536  4.0804  29.3967  -0.0038  -0.0002  -0.0115
Si  1.2784  6.8106  29.3139  0.0041  0.0012  -0.0045
Si  6.7708  6.7889  29.2948  -0.0024  0  -0.0012
Si  4.0651  9.5719  29.3515  -0.005  -0.0082  -0.0019
Si  9.4933  9.5741  29.1269  0.0004  0.0057  -0.0046
Si  2.7066  -0.06  30.7893  0.0097  0.0058  -0.0086
Si  8.1781  -0.0335  30.6089  -0.0043  0.0036  -0.0047
Si  -0.037  2.7098  30.6739  -0.0014  -0.006  0.0022
Si  5.4072  2.7434  30.7373  -0.0048  -0.0152  -0.0051
Si  2.6709  5.4263  30.6394  0.0026  -0.0037  -0.0063
Si  8.1011  5.4501  30.7518  0.011  0.0138  -0.0011
Si  -0.0838  8.2364  30.6344  -0.005  -0.0121  0.0004
Si  5.4387  8.1787  30.6633  -0.0073  0.0023  -0.0031
Si  4.076  1.347  32.0976  -0.0015  0.0028  0.0156
Si  9.5257  1.3362  32.0215  0.0047  0.001  -0.0018
Si  1.3379  4.0712  32.0446  -0.0012  0.0018  0.0041
Si  6.7578  4.0982  32.115  0.0016  -0.0018  0.0184
Si  4.0496  6.8083  32.0154  0.0018  -0.001  -0.0003
Si  9.5305  6.8398  32.0347  -0.0024  -0.0023  0.0128
Si  1.2957  9.5262  32.0809  -0.001  0.0012  0.0149
Si  6.8276  9.5453  32.0189  -0.0015  0.0007  0.0039
Si  -0.0383  -0.0026  33.4231  -0.0012  -0.0025  -0.0009
Si  5.4687  -0.0263  33.418  0.0002  -0.002  -0.0048
Si  2.7074  2.7262  33.4369  0.0003  -0.0043  -0.0045
Si  8.175  2.7141  33.4133  -0.0015  0.0033  0.0003
Si  -0.0258  5.4638  33.3982  0.0001  -0.0024  -0.0043
Si  5.4107  5.481  33.4436  -0.0026  0.0022  0.0004
Si  2.6967  8.1687  33.4149  0.0025  0.001  -0.0011
Si  8.1825  8.1976  33.4191  -0.0004  -0.0004  -0.0038
Si  1.3453  1.3542  34.7935  0.0039  0.0011  -0.002
Si  6.8253  1.3491  34.7919  -0.0012  -0.0002  -0.0037
Si  4.0767  4.0922  34.8026  -0.0006  -0.0003  -0.002
Si  9.5563  4.0883  34.7768  0.0008  0.0017  -0.0043
Si  1.3476  6.8097  34.7908  -0.0018  -0.0005  -0.0029
Si  6.8186  6.8323  34.791  0.0027  -0.0019  -0.0022
Si  4.085  9.5484  34.7773  -0.0002  0.0019  -0.0036
Si  9.5519  9.5609  34.7927  -0.0007  0.0008  -0.0028
Si  2.7375  0.0057  3.4162  -0.0022  -0.0014  0.0004
Si  8.2399  0.0169  3.4128  -0.0017  0.0027  0.0015
Si  0.0368  2.7533  3.4013  0.0008  -0.0012  0.0006
Si  5.4791  2.7503  3.4294  0  -0.0019  0.0031
Si  2.763  5.4933  3.4245  -0.0016  0.0003  0.0014
Si  8.2015  5.4845  3.406  0  -0.0042  0.0004
Si  0.0166  8.2225  3.4342  -0.0012  -0.0016  0.0018
Si  5.4966  8.2205  3.4095  0.0018  0  0
Si  4.114  1.3579  4.7793  0.0074  0.0007  0.0026
Si  9.6548  1.3644  4.7649  -0.0012  -0.0008  -0.0003
Si  1.4068  4.1057  4.777  -0.0019  0.0003  0.003
Si  6.8479  4.1405  4.7961  0.0014  -0.0005  0.0042
Si  4.127  6.8884  4.7928  -0.0049  -0.0002  0.0043
Si  9.5637  6.8459  4.7706  0.0027  0.0057  0.0027
Si  1.3894  9.5983  4.8223  0.0003  0.0031  0.0042
Si  6.8929  9.5681  4.7665  -0.0033  -0.0022  0.0029
Si  0.0637  0.045  6.2311  -0.0039  -0.0047  -0.0019
Si  5.513  -0.0211  6.1021  0.0071  0.002  -0.0097
Si  2.7542  2.7184  6.1594  -0.0034  0.0055  -0.0012
Si  8.2964  2.7567  6.0613  -0.0036  -0.0034  -0.0097
Si  0.003  5.4726  6.0927  0.0025  -0.0111  -0.0094
Si  5.4912  5.5465  6.1751  -0.0047  -0.0019  -0.0007
Si  2.7857  8.2639  6.1912  0.0035  -0.0043  -0.0087
Si  8.2574  8.2367  6.1809  -0.0002  0.0056  -0.0042
Si  1.4577  1.3883  7.6512  0.0083  -0.0039  0.0113
Si  6.9454  1.3607  7.3471  -0.0064  0.0021  0.0067
Si  4.1023  4.1324  7.4675  0.0082  -0.0007  0.0005
Si  9.653  4.0627  7.4818  -0.0054  0.0168  0.0044
Si  1.3293  6.8705  7.4317  0.0037  0.0085  0.009
Si  6.8693  6.9215  7.5668  0.0041  -0.0028  0.0088
Si  4.2  9.6277  7.5841  -0.008  0.0132  0.0022
Si  9.634  9.5951  7.5838  0.0045  0.0018  0.0047
Si  2.9598  0.1401  9.0389  -0.0048  -0.0088  0.0088
Si  8.2037  0.0481  8.8587  0.0051  -0.005  -0.0055
Si  0.0491  2.7495  9.002  0.004  -0.0132  0.001
Si  5.6649  2.8159  8.6322  0.0092  -0.0055  0.0132
Si  2.6058  5.4289  8.7633  -0.0046  0.0013  -0.0074
Si  8.314  5.508  8.7716  0.0082  -0.0002  0.0055
Si  0.1322  8.272  8.9401  0.0081  0.0055  0.0072
Si  5.5243  8.2524  9.0348  0.0031  -0.0081  -0.0046
Si  4.6194  1.5385  10.2404  -0.0147  -0.0009  -0.0267
Si  9.3205  1.6017  10.2316  0.0016  0.0032  -0.0137
Si  1.0928  4.4179  10.3478  -0.0075  -0.0094  -0.0007
Si  7.1725  3.9342  10.0576  -0.0131  0.012  -0.0363
Si  3.8587  6.8709  10.0453  0.0096  0.007  0.0182
Si  9.8261  6.6543  10.1246  -0.008  0.0078  -0.0218
Si  1.8936  9.3071  10.216  -0.009  0.0219  -0.0289
Si  6.6253  10.0041  10.3082  -0.01  0.0021  0.0076
O  -4.0775  -8.0124  15.6769  0.0005  -0.0012  0.0039
O  -4.8912  10.6584  26.7569  0.0022  -0.0028  -0.0141
O  9.8803  -14.7878  17.36  -0.0004  -0.0006  0.0046
O  5.1346  11.2517  22.9913  -0.0004  -0.0002  -0.0011
O  2.7676  15.5909  22.2334  -0.0008  -0.0018  0
O  -10.5567  7.5788  14.5232  0.0016  0.001  0.0084
O  -5.3995  1.0033  14.2299  0.0011  -0.0005  0.0089
O  -0.4672  -7.8241  13.1195  0.0006  -0.0022  0.011
O  6.4605  -6.3227  17.6499  0.0031  0.0002  0.0026
O  3.681  -6.2484  15.8215  -0.0025  0.0002  0.0013
O  6.4248  4.4037  11.4531  -0.0055  0.0015  0.0261
O  12.4982  1.4001  12.7079  -0.0001  0.0019  0.0134
O  -3.2506  0.3717  15.5358  0.0014  0.0013  0.0035
O  4.1165  3.9661  24.542  -0.003  -0.0002  -0.0043
O  4.024  12.2424  27.4789  -0.0051  0.0009  0.0035
O  -28.8071  -0.4375  15.8702  0.0018  -0.0003  0.0027
O  5.318  3.8317  22.2689  -0.0007  -0.0011  -0.002
O  -0.7545  7.903  19.9817  0.0023  0.0002  -0.0005
O  7.0764  20.9956  24.348  0.0002  0.0013  -0.0025
O  9.735  0.5935  17.2028  -0.0009  0.0006  0.0001
O  8.499  16.5241  18.9813  -0.001  -0.0005  -0.0018
O  0.2969  -1.0088  24.002  0.0019  -0.0008  -0.0009
O  -22.8158  1.0102  14.5136  -0.0015  -0.002  0.0078
O  -14.5061  35.6268  20.9405  -0.0025  -0.0017  0.0007
Si  -15.0033  5.6717  18.8451  0.001  -0.0006  0.0009
Si  12.3367  4.2133  26.1301  0.0004  -0.0016  0.0173
Si  -3.9698  -9.3328  14.7146  0.0003  0.0004  -0.01
Si  -0.2355  -12.8203  14.2637  -0.0001  0.0001  -0.0131
Si  1.8838  10.7686  12.9574  0.0009  -0.0028  -0.0219
Si  10.8079  0.3431  24.7898  0.0021  -0.0033  0.0129
Si  12.7024  -2.3676  18.0326  -0.0002  -0.0006  0.002
Si  12.5248  20.3484  23.1402  -0.0005  -0.0004  0.0061
Si  -33.8912  8.3543  18.4207  0.0007  -0.0008  0.0005
Si  -20.9718  14.5205  18.5468  -0.0002  0.0008  0.0024
Si  -9.5559  37.3329  21.3756  -0.0013  -0.001  -0.0008
Si  -28.6438  5.6304  14.5582  -0.0021  0.0008  -0.0083
Si  12.111  -18.9348  13.0584  -0.001  0.0002  -0.0189
Si  -17.0031  1.3044  19.5778  0.0009  0.0003  0.0006
Si  21.9113  3.0975  23.6848  -0.0031  -0.0019  0.0061
Si  30.3614  12.9817  24.9301  -0.0067  0.0025  0.01
Si  9.5654  -5.3979  17.7328  0.0014  0.0004  0.0009
Si  31.3518  -20.0634  13.1792  0.001  0.0012  -0.0193
Si  20.3804  -9.3203  18.4262  0.0003  0.0003  0.0031
Si  -13.4907  19.2839  12.3783  0.0046  -0.0051  -0.0207
Si  15.2052  -0.5797  17.4628  -0.0004  0.0005  -0.0001
Si  -4.2318  0.4112  23.4282  0.0005  0.0064  0.0091
Si  -7.2655  -2.9223  25.1286  -0.0024  -0.0003  0.01
Si  6.448  -1.4757  25.7206  -0.0009  0.0005  0.0166
Si  4.6587  -0.3791  14.3833  -0.002  -0.0023  -0.0117
Si  -17.8625  16.2409  25.4519  -0.0042  0.0024  0.0078
Si  9.2996  43.896  15.7167  0.0011  -0.0007  -0.0049
Si  12.5469  6.8842  15.3257  -0.0003  0.0004  -0.0074
Si  -7.2304  0.696  22.2886  -0.0008  -0.0008  -0.0001
Si  2.1361  -6.8159  15.8506  0  0.0004  -0.0038
Si  -6.1082  15.2648  11.812  0.0083  -0.0101  -0.0235
Si  11.6577  -14.3493  20.634  0.0005  0.0006  0.0001
Si  -4.946  3.697  20.8064  -0.0008  -0.0014  0.0019
Si  7.5896  3.6926  16.909  0.0008  -0.0005  0.0001
Si  -4.5562  18.8377  14.6746  0.0013  0.0012  -0.0087
Si  7.6076  12.1378  20.6825  -0.0009  0.0002  -0.0012
Si  6.8849  8.5075  17.6894  0.0004  0.0005  -0.0009
Si  -7.0809  -29.1413  22.9573  0.0019  0.0002  0.006
O  4.2402  5.7268  11.1783  -0.0024  0.0064  0
O  1.0685  8.4996  21.8989  0  -0.002  -0.0002
O  5.2036  5.5887  26.5118  0.0033  -0.0055  -0.0108
O  9.6601  11.9483  11.7519  0.0018  0.0003  0.022
O  23.7998  2.8092  26.771  -0.0015  -0.0002  -0.0067
O  -10.2037  16.936  21.1834  0.0005  -0.0005  0.0013
O  -10.9581  5.5778  10.7471  0.0047  -0.0018  0.0027
O  -3.0573  -8.8615  13.4356  0.0001  -0.0032  0.0118
O  2.5271  8.6503  24.2081  0.0019  0.0034  -0.0012
O  -14.3304  -3.3103  13.5714  -0.0018  0.0003  0.0101
O  4.9794  2.9197  19.7732  0.0026  -0.0013  0.0038
O  3.8402  0.6861  20.6669  0.0019  0.001  0.0023
O  8.3481  -1.9268  18.2965  -0.0007  -0.0015  0.0005
O  1.4038  -0.9642  11.6241  0.0004  -0.0014  0.0217
O  -5.8589  -2.1544  25.2055  0.0003  -0.0035  -0.0046
O  0.972  25.9622  24.5761  -0.0013  -0.0007  -0.0035
O  -6.4189  4.5353  13.3928  -0.0005  0.0028  0.0087
O  2.9642  -12.2203  18.1318  0.0011  -0.0003  0.0003
O  14.2171  13.1023  22.8263  0.0007  -0.0004  -0.0011
O  6.8338  4.0449  27.6149  0.0054  0.0039  0.0167
O  -2.0832  4.6891  16.5061  -0.0017  -0.0004  0.0056
O  18.4494  -2.4665  26.4849  -0.0008  0.0018  -0.0094
O  2.0404  -25.096  16.663  -0.001  -0.0007  0.0021
O  -16.2104  -1.3587  17.808  -0.0015  -0.0015  0.0014
O  3.4759  -11.2691  13.2679  0.0014  0  0.0127
O  4.3778  0.9261  18.0834  0.0006  -0.0021  0.0024
O  7.4217  31.3202  11.6431  0.0018  -0.0006  0.0067
O  16.5493  11.2437  10.8222  0.0053  -0.0027  0.0007
O  11.0326  4.8181  26.8573  -0.0014  0.0031  -0.0057
O  -2.0793  7.2045  11.3311  -0.0045  -0.0013  0.0189
O  9.2095  33.4076  24.7119  0.0007  0.0028  -0.0044
O  13.4303  10.6288  22.5909  -0.0005  0.0006  0.0009
O  5.4756  -4.3851  14.8314  -0.001  -0.0007  0.0044
O  -9.0641  3.326  17.2485  -0.0007  0.0016  0
O  -6.9686  6.5677  24.4472  -0.0019  0.0001  0.001
O  0.2534  -1.6944  17.9971  0.0018  -0.0026  0.0037
O  -6.6364  13.7377  11.3426  0.0007  0.0022  0.0163
O  0.1621  11.3059  26.3959  0.0101  -0.0014  -0.0198
O  -23.054  9.5376  15.5136  0.0003  0.0023  0.0032
O  11.2175  -7.3705  22.1444  0.0025  0.0005  0.0019
O  3.1668  40.6671  26.6666  0.0031  -0.003  -0.0206
O  1.1072  5.3963  15.7683  0.0036  -0.0008  0.004
O  2.6287  5.2463  26.3134  0.0033  -0.0024  -0.0093
O  6.391  -14.6936  18.5095  0.0018  0.0006  0.0008
O  -25.7259  -13.7147  16.113  -0.0009  -0.0007  0.0038
O  -20.0138  25.1156  14.5035  0.0009  0.0016  0.0068
O  6.9972  12.7427  24.2823  0.0004  -0.0063  -0.0043
O  -37.4085  0.6387  19.8226  -0.0005  0.0032  0.0026
O  -5.4101  9.1973  14.1657  0.0002  0.0003  0.0084
O  12.2894  -12.433  27.6019  0.0063  0.0062  0.0178
O  1.0276  -0.8515  14.1587  -0.0023  -0.0014  0.0068
O  9.7393  9.0574  12.9483  0.0021  0.0002  0.0136
O  -9.2569  14.8399  11.8215  0.0019  -0.0012  0.0153
O  8.2752  2.8308  10.5636  -0.0001  -0.0103  0.0088
O  12.7566  18.6092  19.4103  -0.0026  0.0015  0.0013
O  2.8822  8.0541  10.6876  0.0021  -0.0155  -0.0076
O  -1.5058  6.8268  27.448  -0.005  0.0032  0.0038
O  8.4786  13.3128  26.5277  -0.0043  0.0054  -0.0247
O  10.8654  -8.6272  18.7494  0.0001  0.0006  -0.0003
O  1.7365  3.8411  19.9214  -0.0017  0.0001  0.0028
O  17.1738  5.2041  20.2579  0.0011  -0.0008  -0.0004
O  -10.9458  26.7706  18.2857  -0.0012  -0.0021  0.001
O  -2.7095  2.6104  17.9597  0.0008  0.0008  -0.0001
O  2.9028  -4.2656  14.3145  -0.0008  -0.0016  0.0106
O  -1.9732  -10.0181  19.8244  -0.0007  0.0011  0.0015
O  -3.2668  22.2842  22.1033  -0.0022  -0.0001  0.0009
O  11.5138  23.4634  24.0005  -0.0023  0.0024  -0.002
O  20.3213  14.1035  24.1174  0.0052  -0.0024  -0.0009

Results
free energy: -157871.386 eV
free energy less fixed offsets of O -569.03, Si -635.61 eV per atom: -9.366 eV

The program warned: the cutoff lies below the one the program advises for these potential files; the exchange-correlation potential is rough where the density is thin.
